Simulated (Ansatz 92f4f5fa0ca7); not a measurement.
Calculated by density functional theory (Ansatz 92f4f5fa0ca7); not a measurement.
Periodic cell of 254 atoms, Si144O106N4, from a study of silicon, its oxide and their interface. The atomic structure is a simulated model.
Doubt: the cutoff is far below the 930 eV that the study's wrapper takes by default for these files, so forces and energies are approximate.
This geometry differs little from another in the collection (a relaxation step or a small displacement).

Settings: functional PBE; potential files Ansatz PAW; basis plane waves; wave-function cutoff 580 eV; density cutoff ratio 5; exchange-correlation grid ratio 1; k mesh 1 x 1 x 1, Gamma-centred; self-consistency stop 5e-08 eV per atom in the density residual; occupations fixed; spin none; net charge 0.

Cell vectors (angstrom)
a  10.938  0  0
b  0  10.938  0
c  -1.9408  -5.264  37.6651

Atoms: element, x, y, z (angstrom)
Si  -0.3288  -6.9145  30.41
Si  2.4333  -4.0421  30.1235
Si  -0.7688  -0.8831  30.0557
Si  1.9666  -9.0309  30.263
Si  -6.2771  -6.2785  30.2841
Si  -3.6262  -3.6189  30.1754
Si  5.1583  -1.2943  30.1279
Si  -2.9713  -9.5231  30.151
Si  0.8325  -5.188  31.4844
Si  3.5717  -2.469  31.4633
Si  0.8072  -10.7148  31.4558
Si  3.5361  -7.907  31.5732
Si  -4.6917  -5.1735  31.5862
Si  -1.9406  -2.4768  31.4044
Si  6.3249  0.2616  31.4508
Si  -1.8998  -8.061  31.6584
Si  -0.5978  -3.8594  32.8301
Si  2.1586  -1.155  32.8421
Si  -0.5333  -9.4297  32.9445
Si  2.138  -6.5767  32.9165
Si  4.8612  -3.8455  32.9218
Si  7.6375  -1.1471  32.8557
Si  4.9089  1.582  32.8524
Si  -3.3186  -6.6203  32.8857
Si  -1.9408  -5.264  34.2468
Si  0.7937  -2.5295  34.2468
Si  -1.9408  0.205  34.2468
Si  0.7937  -7.9985  34.2468
Si  3.5282  -5.264  34.2468
Si  6.2627  -2.5295  34.2468
Si  3.5282  0.205  34.2468
Si  6.2627  -7.9985  34.2468
Si  1.3673  -1.3673  3.418
Si  4.1018  1.3673  3.418
Si  1.3673  4.1018  3.418
Si  4.1018  -4.1018  3.418
Si  6.8362  -1.3673  3.418
Si  -1.3673  1.3673  3.418
Si  6.8362  4.1018  3.418
Si  -1.3673  6.8362  3.418
Si  2.668  -0.0078  4.8528
Si  5.5134  2.7699  4.8283
Si  2.8099  5.4036  4.8127
Si  5.3513  -2.6603  4.7574
Si  -2.6569  -0.1058  4.7423
Si  -0.0225  2.7964  4.8161
Si  8.139  5.4857  4.7955
Si  0.1681  -2.9155  4.6875
Si  1.1367  1.26  6.2416
Si  4.0923  4.0784  6.3151
Si  1.5046  -4.1488  6.1964
Si  4.1087  -1.3163  6.2769
Si  -3.8242  1.4853  6.0578
Si  -1.2723  4.3078  6.1891
Si  6.5229  -4.1867  6.0539
Si  -1.3837  -1.7968  5.9236
Si  -0.404  -0.3138  7.3676
Si  2.8635  2.3741  7.4327
Si  -0.0317  -5.0113  7.6668
Si  2.9199  -2.9258  7.6267
Si  5.4383  0.3916  7.269
Si  -2.4439  2.8036  7.6117
Si  5.1314  5.7335  7.7205
Si  -2.8622  -3.0988  7.2778
Si  -0.5735  -6.6312  35.6141
Si  2.161  -3.8967  35.6141
Si  -0.5735  -1.1622  35.6141
Si  2.161  1.5723  35.6141
Si  4.8955  -6.6312  35.6141
Si  -3.308  -3.8967  35.6141
Si  4.8955  -1.1622  35.6141
Si  7.63  1.5723  35.6141
Si  0.7937  -5.264  36.9813
Si  3.5282  -2.5295  36.9813
Si  0.7937  0.205  36.9813
Si  3.5282  -7.9985  36.9813
Si  -4.6753  -5.264  36.9813
Si  -1.9408  -2.5295  36.9813
Si  6.2627  0.205  36.9813
Si  -1.9408  -7.9985  36.9813
Si  1.3673  1.3673  0.6835
Si  4.1018  4.1018  0.6835
Si  1.3673  6.8362  0.6835
Si  4.1018  -1.3673  0.6835
Si  6.8362  1.3673  0.6835
Si  -1.3673  4.1018  0.6835
Si  6.8362  -4.1018  0.6835
Si  -1.3673  -1.3673  0.6835
Si  0  0  2.0507
Si  2.7345  2.7345  2.0507
Si  0  5.469  2.0507
Si  2.7345  -2.7345  2.0507
Si  5.469  0  2.0507
Si  8.2035  2.7345  2.0507
Si  5.469  5.469  2.0507
Si  8.2035  -2.7345  2.0507
Si  -4.0202  -4.8569  22.0108
Si  2.4122  -4.8416  15.4131
Si  6.1921  -7.953  28.0434
Si  4.6298  -1.5283  19.3721
Si  -9.2711  -8.25  19.4995
Si  7.3358  -10.8502  19.4843
Si  -0.2684  -8.0667  14.6043
Si  -0.8248  -2.7982  12.3237
Si  -0.0302  -3.1195  24.8756
Si  -3.3182  -9.8818  22.4208
Si  2.2227  -1.7367  23.2518
Si  5.6046  0.2557  10.4042
Si  3.9148  -10.8692  25.1604
Si  0.5703  -2.4047  9.4476
Si  9.363  1.3365  10.5203
Si  3.9303  0.7618  28.0233
Si  -1.7508  -5.1588  28.3055
Si  -4.0854  -4.9301  18.8128
Si  -2.0794  -2.4717  18.1456
Si  4.7561  -14.5817  17.1197
Si  -6.6922  -3.6288  21.6705
Si  -3.569  1.2724  12.5626
Si  7.6247  -5.6805  9.0045
Si  1.5554  3.5844  16.7501
Si  -0.6348  -6.8095  18.5482
Si  2.2028  -5.6158  20.7487
Si  0.7104  2.3196  11.7525
Si  -2.387  -7.1627  23.072
Si  7.7894  -6.2331  25.8806
Si  -3.0806  -3.5301  24.4256
Si  -4.5517  -11.7815  24.1701
Si  0.0272  -5.1885  22.6934
Si  -3.3399  -7.9659  17.9772
Si  9.0671  -2.5304  15.0733
Si  3.3693  2.2889  10.3603
Si  5.2534  -6.0294  10.7852
Si  -0.3903  -4.8499  14.3857
Si  2.648  0.145  20.8026
Si  7.7706  -1.1751  11.4845
Si  7.6687  2.7315  15.0077
Si  6.3619  -3.2645  14.4111
Si  6.6446  5.0537  13.3721
Si  -3.0632  -0.4161  8.7517
Si  10.6093  -15.2087  19.9197
Si  -6.1397  -10.0115  22.6843
Si  0.4695  -2.9074  28.0117
Si  -0.8751  -6.9549  9.8305
Si  15.2103  -4.5515  13.142
O  0.7442  -13.0683  23.8279
O  4.1752  1.3918  7.54
N  6.2782  0.2581  8.7954
O  -1.8915  -10.6744  29.6066
O  0.8017  -7.9539  29.7699
O  2.8238  -4.5958  13.8421
O  3.0964  -2.9871  22.645
O  0.3745  2.1525  13.3163
O  8.4203  6.4194  8.1333
O  7.7158  -2.01  8.4606
O  2.4631  2.586  9.0211
O  8.762  -5.9849  10.1556
O  -3.6617  -6.4135  22.3546
O  3.5328  -5.2076  29.6913
O  2.7115  -9.5702  28.9042
O  6.2308  -2.4739  29.6374
O  -2.2259  -8.694  22.5427
O  5.4611  -6.8562  28.9817
O  5.5007  -11.246  25.4435
O  10.442  6.831  21.5467
O  -1.2449  -5.5203  19.3399
N  -1.5619  2.488  9.1822
O  6.5124  4.5596  11.8128
O  -5.4872  -4.3327  22.5275
O  4.5432  -0.5621  28.7733
O  -2.6128  -7.1906  24.6855
O  -0.9817  -6.4505  22.7129
O  -3.1241  -4.4399  28.8214
O  6.8084  1.8108  13.9824
O  2.1738  -2.5145  9.0688
O  0.1478  4.732  8.7731
O  -3.9374  -4.6331  20.4081
O  9.1875  3.2452  17.7907
O  3.9846  -4.0888  8.0984
O  0.0008  1.0851  10.9399
O  7.7024  -10.8973  23.7282
O  -0.5723  -4.0715  28.4157
O  8.5878  -2.5772  11.68
O  0.861  -4.364  15.3316
O  0.1665  -4.6097  24.2166
O  -4.7913  -9.1291  22.4693
O  3.0353  -1.1433  24.5272
O  7.6031  4.214  14.3487
O  -3.1313  -0.2795  12.8435
O  -7.3309  -4.8396  20.8046
O  0.1058  3.1519  19.6153
O  1.4969  -5.7061  22.2195
O  8.2374  -12.0201  18.7707
O  0.4507  4.6028  17.4263
O  -0.0865  -1.4998  28.6603
O  -0.4197  -6.4653  14.3449
O  5.0914  -9.0883  27.6712
O  4.2732  -4.9235  11.5437
O  2.3285  2.3167  11.6116
O  -5.5964  -11.584  22.8848
O  -1.899  -5.7598  26.8107
O  -5.1069  -3.6403  15.9027
O  7.1953  -4.3612  13.5043
O  0.1328  -0.9665  8.7856
O  -0.7963  -2.9385  19.0937
O  7.5049  -2.1388  14.7031
O  3.2844  -3.9907  16.4973
O  -1.9556  0.3113  7.7529
O  -3.1344  -3.7538  18.1086
O  3.2413  0.399  26.5909
O  7.0422  -6.5555  18.5943
O  0.0249  -7.2419  11.1574
O  0.5962  -2.8823  26.3769
O  0.2088  -2.403  11.07
O  -4.1838  -13.2935  24.5444
O  4.8818  -2.5656  20.6086
O  -6.9894  -9.641  24.0469
O  5.0951  5.1642  13.9124
O  3.1649  -0.851  19.6242
O  4.4384  3.5216  10.4813
O  1.2378  -4.7462  19.7178
O  6.1613  -1.2228  11.0097
O  1.6327  -9.7341  20.1348
O  1.8879  -3.318  28.7267
O  -3.6945  -15.7494  25.2554
O  3.891  1.0418  21.3646
O  -4.2203  -7.1248  26.7338
O  1.9623  -0.6613  22.0437
O  -3.0992  -10.7197  21.039
O  16.2746  -4.7055  18.2195
O  -12.6562  -8.6988  15.0011
O  -1.3318  -6.4304  29.2048
O  -3.518  -8.707  28.819
O  2.2302  2.702  17.9511
O  2.5586  -7.1369  20.2877
O  -0.1936  -3.6263  8.6601
O  7.3422  -7.0238  8.0887
O  -12.5956  -13.8569  24.9689
N  -2.3807  -0.1744  10.29
N  5.9511  -5.3598  9.3335
O  0.7761  -8.4102  15.8008
O  2.5572  4.5198  15.868
O  9.3451  -12.9815  16.6215
O  -2.9303  -3.9519  22.8495
O  8.6475  2.0375  11.8671
O  4.6276  -13.1489  17.894
O  -1.6635  -4.1638  15.143
O  10.5367  -4.3108  12.8124
O  -3.5506  -9.3336  18.8438
O  4.9965  -3.0876  13.4837
O  6.9929  2.6955  16.4819
O  5.7806  -0.3822  19.4122
O  10.0428  -1.9924  13.8122
O  6.1742  1.3656  11.4618
O  4.0439  0.7677  10.3063

Results
free energy: -153366.885 eV
free energy less fixed offsets of N -385.13, O -568.88, Si -635.61 eV per atom: 2.755 eV

Forces (eV/angstrom), in the order of the atoms: element, x, y, z
Si  0.0329  -0.0565  -0.1283
Si  0.0424  -0.0228  -0.0141
Si  -0.024  0.0384  -0.0324
Si  -0.0517  0.017  -0.0792
Si  -0.0551  0.0517  -0.0929
Si  -0.0209  0.0319  -0.0471
Si  0.0354  -0.0673  -0.0331
Si  0.0472  -0.0416  -0.0577
Si  0.0312  -0.0031  0.0506
Si  0.0057  -0.016  0.0378
Si  -0.0107  0.0109  0.0439
Si  -0.0192  0.019  0.0392
Si  -0.0164  0.0415  0.0324
Si  -0.0161  0.0259  0.0292
Si  0.0165  -0.0104  0.0315
Si  0.0165  -0.0269  0.0288
Si  0.0228  -0.019  -0.0053
Si  0.0037  -0.0008  -0.0325
Si  0.0172  0.0111  -0.0215
Si  -0.0138  -0.0104  -0.0162
Si  0.0012  0.009  -0.0121
Si  -0.0008  -0.008  0.0135
Si  -0.0038  0.011  -0.0105
Si  0.01  -0.0157  0.0006
Si  0.0479  0.1346  -0.1972
Si  -0.0695  0.0618  -0.2856
Si  -0.0422  -0.354  0.3318
Si  0.0613  0.0494  0.2324
Si  -0.0428  0.2219  0.3743
Si  0.0987  0.2776  0.0972
Si  0.0284  0.018  -0.2844
Si  -0.0679  0.0134  -0.0226
Si  0.3235  -0.0516  -0.1829
Si  -0.1045  0.0603  0.6993
Si  0.2896  -0.1476  0.125
Si  -0.3061  0.0146  -0.1951
Si  -0.2858  -0.0313  -0.1738
Si  0.2524  0.007  0.0659
Si  -0.1249  0.1394  -0.198
Si  -0.1339  -0.5171  -0.2431
Si  0.0051  0.0122  0.0279
Si  0.024  0.0115  -0.0237
Si  -0.0837  0.0071  0.0313
Si  0.0165  -0.0042  -0.024
Si  -0.0027  0.0546  -0.0176
Si  -0.0422  -0.0455  0.0287
Si  -0.0266  -0.085  0.0246
Si  -0.0687  0.0105  0.006
Si  0.0307  0.0369  -0.0737
Si  -0.0792  -0.1388  -0.137
Si  0.4922  0.2589  -0.4111
Si  -0.0321  -0.0726  -0.0863
Si  -0.1518  -0.1255  -0.0892
Si  0.1592  0.2019  -0.0944
Si  -0.0819  -0.0356  -0.2673
Si  0.0485  0.0542  -0.1524
Si  -0.0337  0.0617  0.1539
Si  -0.0547  -0.0143  -0.0426
Si  -0.5779  -0.0174  0.1235
Si  0.0392  0.0781  0.1289
Si  0.0807  0.0302  0.0484
Si  0.0778  -0.0174  0.1079
Si  0.1888  0.1165  0.249
Si  0.0626  -0.1168  0.26
Si  0.032  -0.0294  -0.0122
Si  0.0462  -0.07  -0.006
Si  -0.0803  -0.0021  0.0177
Si  0.0543  0.1063  0.0046
Si  -0.0115  -0.0021  -0.0235
Si  0.0284  0.035  -0.0189
Si  0.0955  0.0044  -0.0062
Si  0.0399  0.0172  -0.0278
Si  -0.0026  0.0538  -0.0161
Si  -0.0313  0.036  -0.0245
Si  -0.0326  -0.0458  -0.0183
Si  0.0571  0.0333  -0.0039
Si  -0.009  -0.0299  -0.0283
Si  0.0117  -0.0333  -0.0084
Si  -0.0597  0.0351  -0.0049
Si  -0.0344  -0.0172  -0.0158
Si  0.0307  -0.1011  0.0121
Si  0.03  0.0277  0.0223
Si  0.0047  0.0934  0.0175
Si  -0.0072  -0.0519  0.0071
Si  -0.0137  0.0516  0.0096
Si  0.129  -0.0759  0.0035
Si  -0.0012  -0.0238  0.0262
Si  -0.0318  0.037  0.0372
Si  0.0524  0.1113  0.029
Si  -0.0076  0.0584  0.0148
Si  -0.2225  -0.1025  -0.0449
Si  -0.0463  -0.0452  -0.0608
Si  0.0049  -0.0644  0.038
Si  -0.1304  -0.0783  0.0476
Si  0.0938  0.0217  -0.003
Si  0.0208  0.025  0.0224
Si  -0.0112  0.0034  0.0171
Si  -0.0035  -0.0023  0.0254
Si  -0.01  0.0163  -0.0238
Si  0.0023  0.0043  0.0172
Si  0.0059  0.0012  0.0232
Si  -0.0042  0.0015  0.0119
Si  0.0024  -0.0051  0.0228
Si  0.0476  -0.0048  -0.0298
Si  0.0013  -0.0043  0.0045
Si  0.0057  -0.0003  0.0194
Si  0.0015  -0.0018  0.0245
Si  0.0162  0.012  -0.011
Si  -0.0109  0.0012  0.0101
Si  0.0424  0.0072  0.0602
Si  0.013  0.019  0.0023
Si  -0.0165  0.02  -0.0331
Si  0.0223  -0.0341  -0.0321
Si  -0.0023  0.0002  0.0116
Si  -0.0017  -0.0031  0.0256
Si  -0.0044  0  0.0323
Si  0.0048  -0.0106  0.0143
Si  0.0102  0.0162  0.0121
Si  -0.0777  -0.1386  0.0777
Si  0.009  0.0021  0.0166
Si  -0.009  -0.0008  0.0219
Si  0.0094  -0.0016  0.0198
Si  -0.0115  -0.001  0.0005
Si  -0.0004  0.0017  0.0123
Si  0.0021  -0.0104  0.0038
Si  0.0009  -0.0005  0.0108
Si  -0.0013  0.0055  0.0051
Si  0.0067  0.0029  0.0162
Si  0.0033  0.0052  0.025
Si  -0.0059  0.0065  -0.0008
Si  -0.0169  -0.0029  0.0076
Si  0.0302  0.0095  -0.0124
Si  0.0017  0.0035  0.0076
Si  -0.0067  -0.0008  0.014
Si  0.0091  0.005  0.0115
Si  0.0018  -0.0008  0.0267
Si  0.0063  0.0118  0.0128
Si  0.0083  0.0108  0.0037
Si  0.0136  0.0297  0.0382
Si  0.0009  0.0047  0.0186
Si  0.0021  -0.004  0.0194
Si  -0.0108  -0.0021  -0.0316
Si  0.0859  0.0538  -0.1034
Si  -0.0085  0.0109  0.0294
O  -0.0003  -0.0047  -0.0077
O  -0.012  0.0021  -0.0041
N  -0.0251  -0.0407  0.0505
O  -0.0114  0.0189  -0.012
O  -0.0202  0.0201  0.0221
O  0.012  -0.0008  -0.0222
O  -0.0068  0.0091  -0.0069
O  -0.0036  0.0077  -0.0066
O  -0.1211  0.2201  -0.0546
O  -0.0409  -0.0089  -0.072
O  0.0167  -0.005  0.0551
O  -0.0484  0.0121  -0.06
O  0.0062  -0.0026  -0.01
O  0.0214  -0.0219  0.0047
O  0.025  0.0022  0.0457
O  -0.0282  0.0217  -0.0035
O  -0.0038  0.0004  -0.014
O  -0.0137  -0.0079  0.0545
O  0.0019  -0.0024  -0.0019
O  -0.0008  -0.0015  -0.0057
O  0.0043  -0.001  -0.0112
N  0.042  0.1126  0.0614
O  -0.0158  0.0019  -0.0086
O  -0.0024  0.0027  -0.0186
O  -0.0175  0.0187  -0.001
O  -0.0007  0.0009  -0.0025
O  -0.005  -0.0025  -0.0119
O  0.0053  -0.0137  0.0166
O  -0.0006  -0.004  -0.0108
O  0.0515  0.015  -0.0033
O  0.0934  -0.395  0.5505
O  0.0014  -0.002  -0.0008
O  -0.0007  -0.0003  -0.0108
O  -0.0608  0.0369  -0.0243
O  0.0078  0.011  0.0178
O  -0.0017  -0.0057  -0.0022
O  -0.011  -0.0072  0.014
O  -0.021  0.0022  -0.0028
O  0.0024  0.0014  -0.0019
O  -0.0049  0.0088  -0.0061
O  -0.004  -0.0006  -0.014
O  0.0003  0.0016  -0.0141
O  -0.006  -0.0012  -0.0114
O  -0.0023  0.0034  -0.0052
O  0.0021  0.0127  -0.0059
O  0.0011  0.0026  -0.0155
O  -0.0069  0.0028  -0.0119
O  -0.0019  0.0035  -0.0123
O  -0.0001  0.0015  -0.0139
O  0.0135  -0.0094  -0.0066
O  -0.0031  -0.0024  -0.0088
O  -0.0057  -0.0077  0.026
O  -0.0027  -0.0107  -0.0112
O  0.0099  0.0015  -0.005
O  0.0025  0.002  -0.012
O  -0.0054  0.0166  0.0318
O  0.0072  0.0046  -0.0231
O  -0.0042  -0.0265  -0.0048
O  -0.0196  0.1305  -0.0816
O  -0.0024  0.0002  -0.0139
O  0.0058  -0.0043  -0.0046
O  -0.0072  -0.006  -0.0197
O  0.049  -0.1119  -0.0415
O  0.0028  0.003  -0.0107
O  0.0187  0.006  0.0178
O  0.001  -0.0005  -0.0099
O  0.0085  -0.0113  0.0032
O  0.0022  0.0029  -0.0005
O  -0.012  -0.0237  0.1173
O  0.0002  0.0056  -0.0073
O  -0.0006  -0.0044  -0.0054
O  0.0018  -0.0012  -0.0055
O  0.0019  -0.0005  -0.0108
O  0.0025  0.0034  -0.006
O  0.0126  0.0235  0.0001
O  -0.0018  -0.0022  -0.0086
O  0.0013  0.005  -0.0195
O  0.0029  0.0002  -0.0112
O  -0.0083  0.0074  -0.0055
O  -0.0012  -0.0003  -0.0047
O  0.0098  0.0011  -0.0001
O  -0.003  0.0007  0.0049
O  0.0034  -0.0013  -0.0059
O  -0.0038  0.0055  -0.0052
O  -0.0017  0.0035  -0.01
O  -0.0076  0.0114  -0.0104
O  0.0431  0.0149  0.069
O  -0.0012  -0.0003  0.0274
O  -0.0039  0.0019  -0.0146
O  -0.0024  -0.002  -0.015
O  0.0047  -0.2001  -0.264
O  0.0394  0.0432  0.0193
O  0.0016  0.0023  -0.0057
N  -0.0457  -0.0215  -0.0311
N  -0.0038  -0.0005  0.0382
O  -0.0089  0.0014  -0.0087
O  -0.0075  0.0029  -0.0081
O  -0.0012  0.0013  -0.0094
O  0.0054  0.0044  -0.0037
O  0  -0.0019  0.0043
O  -0.0008  -0.0001  -0.0099
O  0.001  -0.0014  -0.0014
O  -0.0055  -0.0004  -0.0171
O  -0.0005  -0.0055  -0.0082
O  -0.003  -0.0008  -0.0075
O  0.0071  -0.001  -0.0326
O  0.0029  -0.0001  -0.011
O  -0.0132  -0.0026  0.0027
O  -0.0086  -0.0049  0.0003
O  0.0112  -0.0013  -0.0066

The program warned: the cutoff lies below the one the program advises for these potential files; the exchange-correlation potential is rough where the density is thin.
